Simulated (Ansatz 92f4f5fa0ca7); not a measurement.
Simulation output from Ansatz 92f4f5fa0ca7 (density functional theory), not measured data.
Periodic cell of 249 atoms, Si128O89H32, with a vacuum gap, from a study of silicon, its oxide and their interface. The atomic structure is a simulated model.

Settings
functional: r2SCAN
potential files: Ansatz PAW
basis: plane waves
wave-function cutoff: 800 eV
density cutoff ratio: 5
exchange-correlation grid ratio: 1
k mesh: 1 x 1 x 1, shifted by 0.5 0.5 0 of a step
self-consistency stop: 1e-11 eV per atom in the density residual
occupations: fixed
spin: none
net charge: 0
applied field: sawtooth along c, amplitude +0.015 V/angstrom in the program's sign convention, ramp centred at 0.9887 of c and 0.0226 of c wide, no dipole correction

Cell vectors (angstrom)
a  10.88  0  0
b  0  10.88  0
c  0  0  44.222

Atoms and the computed forces on them: element, x, y, z (angstrom), force x, y, z (eV/angstrom)
Si  5.8955  5.3823  29.7664  -0.0103  -0.0017  0.0305
Si  9.3208  8.5903  29.9245  -0.0029  -0.0064  0.0218
Si  6.6088  10.0961  29.5574  -0.0085  0.0001  0.0364
Si  9.8348  2.263  29.9907  0.0034  -0.0013  0.036
Si  1.1182  4.222  29.4044  0.0088  0.0094  0.0359
Si  4.2831  7.9451  29.8006  0.0092  -0.0003  0.0352
Si  4.7932  7.355  23.0524  0.0015  0.0038  0.0588
Si  3.9026  2.9293  29.8856  -0.0053  0.0033  0.0357
Si  6.9119  5.9222  31.877  0.0183  0.0216  -0.0157
Si  8.6834  7.6235  31.9678  -0.0202  -0.0141  -0.02
Si  6.9136  0.5286  32.1948  0.0172  0.0038  -0.0007
Si  8.6863  2.1728  32.037  -0.0085  -0.0065  -0.0268
Si  1.5537  5.9789  31.8364  0.0083  0.004  0.0002
Si  3.301  7.732  31.9386  0.0049  -0.0032  -0.0207
Si  12.3932  11.4072  32.1805  0.0119  0.0177  -0.0163
Si  3.2797  2.2297  32.042  -0.0121  -0.0267  -0.0237
Si  5.1086  6.8062  33.1975  -0.0114  -0.0055  0.0097
Si  7.8528  9.4914  33.2407  0.0118  0.0137  0.0106
Si  5.0877  1.4219  33.362  0.0115  0.0051  0.0141
Si  7.8192  4.0979  33.135  -0.0001  -0.0147  0.0092
Si  10.5787  6.7951  33.1378  0.0107  0.0193  0.0039
Si  11.8559  8.2111  34.5735  -0.0145  -0.0004  0.0369
Si  10.5224  12.2604  33.3381  -0.0102  -0.0026  0.0078
Si  2.381  4.1236  33.1611  0.0214  0.0148  0.0129
Si  3.809  5.3883  34.5765  0.0032  0.0025  0.0364
Si  6.407  8.2134  34.5753  -0.0044  0.0029  0.0343
Si  3.8165  10.814  34.6368  0.005  0.0111  0.0289
Si  6.4337  2.8493  34.6327  -0.0155  -0.0027  0.0354
Si  9.2608  5.381  34.5067  0.0105  0.0124  0.0347
Si  13.3073  9.5221  33.2437  -0.0231  -0.0083  0.0137
Si  9.2482  10.795  34.656  0.0067  -0.0034  0.0315
Si  11.8504  2.8447  34.5861  -0.0063  -0.0063  0.029
Si  5.1074  4.1177  36.0473  -0.0137  0.0209  0.1524
Si  7.8448  6.7946  35.8134  0.0081  -0.0022  0.1942
Si  5.1291  9.512  36.0166  0.0076  -0.0062  0.2269
Si  7.8281  12.2552  35.9067  0.0103  -0.0056  0.1362
Si  10.5271  4.1128  35.9857  0.0043  -0.0095  0.2261
Si  13.2759  6.8056  35.8788  0.0092  -0.0053  0.1467
Si  10.5718  9.4975  36.0484  -0.0008  0.0017  0.1474
Si  13.2566  12.2607  35.8442  -0.0067  0.0108  0.1892
Si  6.5272  5.5027  37.2867  -0.2161  -0.1448  0.2909
Si  9.1564  8.1052  37.2845  0.1777  0.1354  0.2676
Si  6.4782  10.8942  37.3058  0.1036  0.0732  0.3656
Si  9.1918  2.7279  37.303  -0.078  -0.0552  0.2743
Si  11.9038  5.46  37.279  0.0955  0.1312  0.318
Si  3.7492  8.1583  37.3035  -0.0967  -0.1237  0.2888
Si  11.9529  10.9338  37.2925  -0.1671  -0.1819  0.2894
Si  3.7138  2.6831  37.281  0.1487  0.1998  0.3165
Si  2.7626  4.1063  6.9322  -0.082  -0.1284  -0.3512
Si  5.433  6.7766  6.9199  0.0199  0.0783  -0.338
Si  2.6883  9.4956  6.935  0.1106  0.0829  -0.3145
Si  5.471  1.4007  6.9386  -0.0348  -0.064  -0.2708
Si  8.1392  4.0524  6.9389  0.0903  0.0586  -0.3106
Si  0.0347  6.845  6.9343  -0.1198  -0.0886  -0.296
Si  8.1935  -1.3293  6.9409  -0.0552  -0.0614  -0.2789
Si  10.8312  1.3209  6.9001  0.109  0.1038  -0.3718
Si  1.3447  2.6986  8.1468  -0.0387  0.0384  -0.1585
Si  4.0981  5.4529  8.3532  0.0481  -0.0452  -0.2077
Si  1.3661  8.167  8.3853  -0.0302  0.0292  -0.1911
Si  4.0653  0.02  8.1901  0.0237  -0.0396  -0.1576
Si  6.8293  2.7078  8.3865  -0.0326  0.0289  -0.1836
Si  9.5186  5.4585  8.1904  0.0486  -0.0397  -0.1538
Si  6.8171  8.1536  8.2017  -0.0307  0.0337  -0.1588
Si  9.5157  0.0134  8.3804  0.0022  -0.0272  -0.1957
Si  2.6582  1.3469  9.4894  0.0114  0.0167  -0.0001
Si  5.4647  4.0929  9.7452  -0.0071  -0.0023  -0.0354
Si  2.7335  6.7854  9.7386  -0.0046  -0.0032  -0.0389
Si  5.4461  -1.3414  9.4864  0.0041  -0.001  0.0061
Si  8.1839  1.3636  9.8068  0.0131  0.0092  -0.032
Si  0.0111  4.0711  9.4684  -0.0111  -0.0137  0.0068
Si  8.1688  6.7917  9.5325  -0.003  -0.0095  -0.0006
Si  -0.0079  9.5345  9.7809  0.0053  0.002  -0.0387
Si  3.9649  2.6657  10.8919  -0.0351  -0.0231  -0.0083
Si  6.909  5.4998  11.0349  0.0253  0.0217  -0.0164
Si  4.1639  8.2282  10.9411  0.0414  0.0352  -0.0149
Si  6.7406  -0.0994  11.0213  -0.037  -0.0363  -0.0153
Si  -1.2321  2.8277  11.0146  0.0322  0.0407  -0.011
Si  1.3179  5.318  10.947  -0.0323  -0.0457  -0.0189
Si  7.6682  -1.9218  12.2379  0.0048  0.0074  0.0009
Si  1.42  0.0781  11.051  0.0311  0.0254  -0.0127
Si  2.3097  3.6228  12.2877  0.0093  0.0017  0.0107
Si  5.9394  7.3043  12.1888  -0.0067  -0.0052  0.0128
Si  3.2077  -0.9239  12.2152  -0.0002  -0.0085  0.0023
Si  4.8136  0.8321  12.0551  0.0117  0.0093  0.013
Si  -2.1995  4.5703  12.3123  -0.0017  -0.0078  0.0044
Si  -0.379  6.3277  12.2136  0.0045  0.0007  0.0041
Si  9.467  8.0643  11.0092  -0.0289  -0.0211  -0.0118
Si  0.566  1.9134  12.2874  -0.0111  0.0039  0.0136
Si  -0.5791  1.4054  14.2597  0.0084  -0.0037  0.021
Si  8.1131  -0.8565  14.2621  0.0035  -0.0059  0.0244
Si  5.5208  -1.1493  18.6632  -0.0007  -0.001  0.0513
Si  5.9219  1.3116  14.7643  0.0006  -0.003  0.0355
Si  2.984  3.1825  17.179  0.0072  0.0021  0.0448
Si  2.9348  -1.7222  14.4381  -0.0022  0  0.0199
Si  2.658  9.8253  28.0009  0.0055  0.001  0.0439
Si  10.0238  2.5526  24.4717  -0.0062  -0.0034  0.0429
Si  -0.4004  0.8277  17.0908  -0.0029  0.0002  0.0377
Si  5.9129  0.3259  21.4075  0.004  0.011  0.0532
Si  8.1489  3.5963  14.4304  -0.006  -0.0043  0.0169
Si  6.1568  3.4122  21.2414  -0.0036  -0.0049  0.0478
Si  1.667  3.0061  22.8006  0.0062  -0.0022  0.0384
Si  0.6996  6.9454  14.2254  -0.0066  0.0009  0.0274
Si  11.5649  10.6952  30.1609  -0.004  0.0007  0.0264
Si  5.2458  4.7222  18.6359  -0.0009  0.004  0.0606
Si  3.7838  0.3954  16.7088  0.0022  0.0081  0.0444
Si  2.9133  4.6602  14.355  0.0035  -0.0063  0.0228
Si  7.8214  5.8757  27.2367  0.0056  -0.0091  0.039
Si  4.3081  7.2783  19.969  -0.0007  0.0057  0.0478
Si  5.1279  6.8715  14.3194  0.0023  -0.0081  0.02
Si  2.0836  8.7897  23.4669  -0.005  0.0117  0.0532
Si  3.311  0.5962  23.0461  -0.003  0.0051  0.0424
Si  1.318  7.7588  20.675  0.0044  -0.0084  0.0499
Si  0.0237  4.8805  20.8638  0.0012  -0.0081  0.0507
Si  9.1925  7.6977  27.7355  -0.0016  0.0013  0.0263
Si  8.222  -0.9708  17.1694  -0.0162  0.0002  0.0384
Si  -0.8268  6.5087  16.7789  0.0099  -0.006  0.0405
Si  0.1706  3.825  18.0407  -0.0018  0.0035  0.0427
Si  7.2073  5.9009  16.4008  -0.002  0.0021  0.0463
Si  8.6899  9.3016  25.4751  0.0013  -0.0074  0.0462
Si  4.9487  0.8295  27.7449  -0.0026  -0.0024  0.0504
Si  9.8516  3.5807  27.3592  -0.0009  0.0075  0.055
Si  11.3822  8.7322  26.0023  -0.0078  0.0065  0.0582
Si  5.1905  2.089  24.9929  0.0096  -0.0021  0.059
Si  4.2238  4.3985  23.5273  -0.0024  -0.011  0.0417
Si  7.6617  0.684  23.8103  0.0053  -0.0045  0.0479
Si  8.5446  4.6367  22.7527  -0.0021  0.0089  0.047
Si  -0.2588  -1.8868  18.4106  0.0141  -0.0009  0.04
Si  7.3167  6.9441  24.448  0.0043  -0.0027  0.0569
O  10.8105  9.2416  30.1967  -0.0001  0.0013  -0.0076
O  6.2539  0.2784  30.7139  -0.0088  -0.0148  -0.03
O  11.1333  3.2094  30.3439  0.0021  0.0006  -0.0176
O  10.4324  0.8152  29.5664  0.0018  -0.0017  -0.0165
O  1.1859  5.623  30.2407  -0.0053  -0.0045  -0.0221
O  4.5052  10.8493  22.1427  0.0113  0.0007  -0.0277
O  4.3538  5.4302  14.2843  0.0036  0.0009  -0.0148
O  1.5117  9.5228  26.9455  -0.0109  -0.0054  -0.0303
O  4.674  6.4119  29.4489  0.0089  -0.0009  -0.0174
O  6.8622  5.3853  28.4561  0.0176  0.0028  -0.0257
O  8.7979  4.6595  26.8109  -0.0027  0.0008  -0.025
O  -0.3684  4.9742  17.0345  -0.0061  0.0092  -0.023
O  2.5623  1.7818  22.2299  -0.0056  0.0001  -0.0095
O  0.8718  6.2153  20.5687  -0.0035  0.0003  -0.0155
O  6.9628  6.3049  25.907  -0.0118  0.0109  -0.0411
O  1.3566  8.1633  24.7648  0.0109  0.0063  -0.0337
O  8.5824  7.9368  24.5959  -0.0042  -0.0028  -0.0226
O  2.649  4.0786  23.4919  -0.0097  -0.0009  -0.0155
O  8.1739  9.7535  29.6934  -0.0026  -0.0019  -0.0214
O  9.3516  3.9226  23.9467  -0.0045  0.0052  -0.0219
O  6.2353  10.8318  28.1766  -0.0022  0.0066  -0.0193
O  2.6235  3.6722  29.1806  -0.0044  0.0001  -0.0191
O  10.6231  7.5943  26.8939  0.0124  0.0051  -0.0262
O  6.5641  1.7923  24.2076  0.0049  -0.0027  -0.0152
O  5.3853  1.797  26.5495  -0.0015  0.0134  -0.042
O  4.3666  1.701  28.957  0.0055  -0.0089  -0.0298
O  4.9401  3.9611  22.1482  0.0115  -0.0052  -0.0269
O  7.8936  4.7131  15.5567  0.008  -0.0089  -0.0212
O  6.0322  -0.5416  20.0658  -0.0082  -0.0094  -0.0361
O  4.3588  3.5777  17.927  -0.0081  -0.0082  -0.022
O  9.1544  2.8179  28.6169  -0.0031  0.0087  -0.0319
O  11.5198  2.4216  23.8953  0.0102  0.009  -0.0235
O  8.4851  -1.5976  15.6776  -0.0028  -0.0007  -0.0259
O  8.463  6.6718  17.0773  0.0061  0  -0.0141
O  3.6247  8.3702  23.4125  -0.0004  -0.0019  -0.0153
O  6.8904  2.5831  14.6041  0.0006  -0.0036  -0.0087
O  4.988  7.2318  21.4476  0.0002  -0.0005  -0.037
O  -0.5621  6.8576  15.2285  0.0112  0.0064  -0.0302
O  11.7695  3.7535  21.618  -0.0089  0.0149  -0.0287
O  6.2226  5.3676  17.5424  0.0188  0.0049  -0.0327
O  6.7367  -0.0626  14.5911  0.0061  -0.005  -0.0119
O  1.7652  5.7798  14.6223  0.0011  0.002  -0.0089
O  3.3141  8.4801  28.615  -0.0082  0.0103  -0.0221
O  8.8663  0.529  17.0875  0.0045  0.0035  -0.0121
O  2.8182  7.8844  20.0914  0.0029  0.0007  -0.0183
O  11.206  4.2926  27.9732  -0.0092  -0.008  -0.022
O  6.669  -1.0106  17.5408  0.0101  0.0054  -0.0175
O  5.0912  1.1893  16.1378  0.0047  0.0004  -0.021
O  5.6989  8.7691  29.7821  0.0032  0.0068  -0.0132
O  1.7854  3.8746  18.0069  0.0037  -0.0052  -0.0206
O  5.1874  3.9343  29.9775  0.0032  0.0066  -0.0133
O  4.0899  8.0469  14.7575  -0.0024  0.0023  -0.0138
O  7.5852  3.6007  21.9703  -0.0077  0.0007  -0.02
O  10.1319  2.5963  26.0973  0.0042  -0.0007  -0.0441
O  8.3402  8.933  27.0143  -0.0085  0.0068  -0.0368
O  9.5011  2.7474  14.7527  0.0026  -0.0016  -0.0116
O  0.2053  0.8798  15.5821  0.0015  0.0109  -0.0263
O  1.4789  -2.4964  14.4271  0.0039  -0.0009  -0.009
O  3.9774  1.2051  24.3931  -0.0122  -0.009  -0.0233
O  0.3092  -0.4648  17.8174  -0.0065  0.0106  -0.0165
O  5.8995  1.8617  20.9627  -0.0039  0.0023  -0.0126
O  3.0843  -0.5889  15.6119  -0.0009  -0.0152  -0.0309
O  1.9849  10.6671  29.1982  0.0022  -0.0079  -0.0236
O  4.8367  1.4282  13.5887  0.0013  -0.0019  -0.0166
O  0.0483  7.6032  17.6128  -0.006  -0.0082  -0.0236
O  6.3321  6.8406  15.4137  -0.0078  -0.0002  -0.0269
O  7.2027  0.0736  22.3757  -0.0161  -0.0049  -0.0283
O  9.0084  -1.7334  18.3644  -0.0001  0.002  -0.0178
O  -0.4336  4.2129  19.4788  0.006  -0.0046  -0.0379
O  6.1279  7.8388  23.8139  -0.0145  -0.0028  -0.023
O  9.2484  0.2337  13.8336  0.0019  0.0022  -0.0226
O  4.8876  3.6553  24.7942  -0.0057  0.0065  -0.0233
O  10.2477  9.752  25.4253  -0.0016  0.0037  -0.0186
O  2.1677  10.4064  23.4532  0  0.0061  -0.0192
O  4.3931  5.9616  23.7312  -0.0031  -0.0016  -0.0187
O  6.1796  4.1405  19.811  -0.009  0.0136  -0.0361
O  5.1758  8.1855  18.9584  0.0044  0.0053  -0.0193
O  9.6015  5.2838  21.7225  0.012  0.0028  -0.0217
O  9.1355  1.3427  23.8563  0.0001  0.0067  -0.0141
O  7.6686  10.4033  24.9305  -0.0028  0.018  -0.0216
O  4.2169  -0.4239  18.0379  -0.0095  0.0088  -0.0249
O  2.9724  3.6728  15.6346  -0.0012  0.0092  -0.0304
O  3.7861  10.7006  27.2641  0.0032  0.0018  -0.0199
O  -0.2517  2.2927  17.7435  -0.0026  -0.0083  -0.0192
O  2.7702  1.5733  17.17  0.0038  -0.0047  -0.0128
O  4.2524  5.8126  19.302  0.0051  -0.0102  -0.0209
O  0.3402  -2.1116  19.8818  -0.0129  0.0074  -0.0314
O  1.2683  8.2244  22.2083  -0.0068  -0.0089  -0.0359
O  7.6221  5.7861  23.3805  -0.0008  -0.0123  -0.0246
H  7.336  4.668  38.2192  -0.2256  0.3629  -0.2661
H  5.6917  6.3105  38.2192  0.4657  -0.1361  -0.2422
H  9.9919  7.2974  38.217  -0.4703  0.2004  -0.2379
H  8.3539  8.9459  38.217  0.154  -0.367  -0.2895
H  7.2856  10.0583  38.2382  -0.1615  0.3874  -0.2468
H  5.6346  11.6937  38.2382  0.3635  -0.2449  -0.2495
H  10.0315  1.9244  38.2354  -0.349  0.2492  -0.2729
H  8.3906  3.5698  38.2354  0.2069  -0.3864  -0.2502
H  12.6961  4.6098  38.2115  -0.1997  0.3235  -0.2731
H  11.0648  6.2643  38.2115  0.4641  -0.2108  -0.2326
H  4.5937  7.36  38.2359  -0.4193  0.1761  -0.2468
H  2.9541  9.006  38.2359  0.1917  -0.3728  -0.2677
H  11.1229  11.7473  38.2249  0.3439  -0.2684  -0.261
H  12.7712  10.1085  38.2249  -0.1677  0.409  -0.2554
H  4.5424  1.8681  38.2134  -0.3819  0.222  -0.2696
H  2.8891  3.502  38.2134  0.2085  -0.3428  -0.2465
H  3.5981  3.2985  5.9998  -0.2593  0.4048  0.2337
H  1.918  4.9047  5.9998  0.3887  -0.1543  0.2565
H  4.6255  7.6125  5.9874  0.2071  -0.3577  0.2574
H  6.2355  5.9359  5.9874  -0.3618  0.2624  0.255
H  3.5318  8.6961  6.0025  -0.4024  0.1589  0.27
H  1.8597  10.3106  6.0025  0.2146  -0.3879  0.2735
H  6.2722  0.5589  6.0062  -0.1988  0.3694  0.2665
H  4.6622  2.2354  6.0062  0.4286  -0.2143  0.2677
H  8.9782  3.2481  6.0065  -0.3952  0.2263  0.2713
H  7.3037  4.8603  6.0065  0.2085  -0.4046  0.2722
H  0.8298  5.9973  6.0019  -0.1468  0.3915  0.2724
H  -0.7836  7.6703  6.0019  0.4088  -0.2221  0.2517
H  9.0235  -2.1429  6.0085  -0.2138  0.4114  0.2585
H  7.3539  -0.5258  6.0085  0.3731  -0.1997  0.2655
H  11.6558  0.5019  5.9677  -0.4222  0.1709  0.2497
H  10.0389  2.1711  5.9677  0.1556  -0.4666  0.2368

Results
free energy: -133141.309 eV
free energy less fixed offsets of H -15.71, O -570.45, Si -639.56 eV per atom: -4.859 eV

The program warned: the cutoff lies below the one the program advises for these potential files; the forces do not sum to zero within the program's tolerance; empty levels may hold ghost states of the PAW files; the exchange-correlation potential is rough where the density is thin.
